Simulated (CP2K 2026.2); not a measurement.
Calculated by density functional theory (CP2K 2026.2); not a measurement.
Periodic cell of 504 atoms, Si360O144, from a study of silicon, its oxide and their interface. The atomic structure is a simulated model.
Doubt: the forces sum to 0.68 eV/angstrom along one axis rather than to zero, so they err by at least 0.0013 eV/angstrom per atom on average; the grid cutoff is modest.

Settings: functional PBE; method Gaussian and plane waves; basis set DZVP-MOLOPT-SR-GTH; pseudopotentials GTH-PBE; grid cutoff 350 Ry, relative cutoff 50 Ry; k points Gamma only; occupations fixed; spin none; net charge 0.

Cell vectors (angstrom)
a	16.32	0	0
b	0	16.32	0
c	2.2505	5.2133	33.8406

Atoms and the computed forces on them: element, x, y, z (angstrom), force x, y, z (eV/angstrom)
Si	3.379	20.549	33.756	0.16	-0.313	0.726
Si	3.858	1.569	0.497	-0.052	-0.029	0.725
Si	1.857	3.851	0.046	-0.395	0.145	0.762
Si	4.329	6.412	0.123	-0.071	0.253	0.713
Si	3.285	14.919	33.665	0.225	-0.177	0.752
Si	6.702	17.161	33.681	-0.325	0.214	0.717
Si	7.099	14.737	0.024	-0.169	0.132	0.795
Si	9.905	1.136	0.181	-0.142	0.061	0.725
Si	6.477	4.135	0.102	0.259	-0.051	0.654
Si	9.719	6.536	0.051	-0.187	0.17	0.756
Si	6.644	9.699	0.129	0.135	-0.149	0.775
Si	9.236	12.467	0.136	0.141	-0.05	0.766
Si	12.083	15.264	0.308	-0.037	-0.138	0.735
Si	15.11	1.137	0.14	-0.006	0.224	0.693
Si	12.069	4.447	0.068	0.121	-0.309	0.748
Si	16.809	12.149	33.785	0.272	-0.082	0.708
Si	14.695	14.48	33.783	-0.184	0.131	0.778
Si	17.402	17.184	33.829	-0.077	0.202	0.789
Si	2.582	16.293	1.511	-0.03	-0.02	-0.029
Si	5.422	2.772	1.669	0.013	0.018	-0.041
Si	2.816	5.362	1.548	0.005	-0.02	-0.043
Si	5.433	8.104	1.323	0.005	0.011	-0.037
Si	2.724	10.847	1.091	0.008	0.006	-0.031
Si	5.449	13.583	1.265	-0.001	0.001	-0.061
Si	8.217	16.32	1.369	-0.002	-0.009	-0.058
Si	11.026	2.76	1.388	0	0.046	-0.054
Si	8.141	5.335	1.303	-0.01	-0.003	-0.043
Si	10.861	8.164	1.325	0.012	-0.021	-0.048
Si	8.116	10.916	1.476	-0.016	0.023	-0.05
Si	10.863	13.6	1.408	-0.015	0.014	-0.047
Si	13.637	16.384	1.6	0	0.001	-0.017
Si	16.345	2.816	1.233	0.024	-0.011	-0.066
Si	13.53	5.54	1.501	-0.009	0.004	-0.05
Si	16.271	8.083	1.163	0.007	0.024	-0.065
Si	13.596	10.816	1.309	0.012	-0.012	-0.037
Si	16.355	13.62	1.185	-0.012	0.006	-0.02
Si	1.258	1.425	2.773	0.004	0.049	0.023
Si	4.098	4.103	3.01	-0.024	-0.028	0.036
Si	1.325	6.802	2.64	0.002	0.029	-0.008
Si	4.014	9.496	2.598	-0.001	0.03	0.015
Si	1.417	12.243	2.545	-0.004	-0.018	0.004
Si	4.071	14.908	2.679	0.024	0.003	-0.002
Si	6.855	1.319	2.778	0.015	-0.02	0.015
Si	9.533	4.041	2.707	0.005	-0.003	0.028
Si	6.826	6.763	2.687	0.012	-0.015	0.007
Si	9.531	9.525	2.713	-0.01	-0.012	0.004
Si	6.733	12.275	2.775	-0.005	0.019	0.035
Si	9.528	14.97	2.792	-0.009	-0.002	0.041
Si	12.307	1.469	2.868	-0.031	-0.012	0.026
Si	14.987	4.124	2.678	-0.014	-0.04	0.001
Si	12.169	6.874	2.819	-0.012	0.02	0.017
Si	14.97	9.449	2.65	-0.007	-0.028	0.027
Si	12.248	12.196	2.681	0.001	0.007	-0.004
Si	15.013	14.885	2.727	0.035	0.002	0.001
Si	16.288	16.314	4.112	-0.015	0.018	-0.029
Si	2.669	2.69	4.187	0.003	-0.002	-0.006
Si	16.322	5.465	4.059	0.01	0	0.003
Si	2.683	8.17	4.013	0.015	-0.011	0.006
Si	16.352	10.876	3.95	0.011	-0.002	-0.025
Si	2.722	13.55	4.03	-0.015	0.002	0.002
Si	5.434	16.275	4.065	-0.013	0.004	0.004
Si	8.203	2.698	4.116	0.002	0.009	-0.014
Si	5.502	5.507	4.189	0	-0.004	0.004
Si	8.164	8.146	4.055	-0.008	-0.009	-0.014
Si	5.366	10.847	4.036	0.008	0.005	-0.008
Si	8.137	13.612	4.122	0.013	-0.003	-0.012
Si	10.905	16.351	4.122	-0.017	-0.014	-0.019
Si	13.676	2.807	4.153	0.007	0.011	0.016
Si	10.832	5.442	4.106	0.02	-0.006	-0.014
Si	13.607	8.189	4.11	-0.003	0.007	-0.011
Si	10.892	10.873	4.075	0.015	-0.003	0.006
Si	13.614	13.549	4.055	0	0.003	0.018
Si	1.356	14.957	16.326	0.009	0.002	-0.006
Si	4.07	17.683	16.341	0.011	-0.004	0.003
Si	1.361	4.088	16.347	-0.002	-0.003	-0.004
Si	4.079	6.791	16.327	0.004	-0.002	-0.002
Si	1.375	9.512	16.347	0.001	-0.006	-0.001
Si	4.06	12.231	16.338	-0.001	0.002	-0.006
Si	6.76	14.942	16.278	-0.008	-0.006	-0.013
Si	9.527	17.684	16.302	0.017	0	-0.007
Si	6.776	4.07	16.327	0.001	-0.004	-0.012
Si	9.519	6.812	16.324	0.003	0.007	0.008
Si	6.778	9.516	16.297	-0.014	-0.004	-0.014
Si	9.512	12.222	16.273	0.002	-0.006	-0.01
Si	12.255	14.988	16.287	-0.012	0.006	-0.013
Si	14.995	17.692	16.325	0.002	-0.002	-0.002
Si	12.265	4.099	16.309	0.007	0.005	0.002
Si	14.977	6.809	16.356	-0.021	0.01	-0.003
Si	12.226	9.492	16.296	-0.002	-0.002	-0.009
Si	14.972	12.26	16.314	-0.008	0.016	-0.003
Si	2.701	16.32	17.687	-0.014	0.009	0.021
Si	5.428	19.034	17.723	0.004	-0.009	-0.007
Si	2.731	5.44	17.706	-0.004	0.011	0.005
Si	5.41	8.184	17.672	0.023	0.005	0.017
Si	2.688	10.899	17.729	0.005	0.006	0.001
Si	5.468	13.552	17.678	0.019	0.009	0.019
Si	8.076	16.353	17.6	-0.001	0.009	-0.013
Si	10.919	2.721	17.643	-0.025	-0.02	0.022
Si	8.139	5.446	17.651	-0.003	-0.003	0.014
Si	10.871	8.17	17.71	-0.013	0.007	0.009
Si	8.18	10.833	17.635	0.009	0.014	-0.009
Si	10.837	13.646	17.581	0.013	-0.005	0.014
Si	13.662	16.297	17.66	0.008	-0.001	-0.007
Si	16.324	2.74	17.722	0	-0.01	0.014
Si	13.623	5.435	17.709	0.011	-0.025	-0.001
Si	16.355	8.156	17.729	-0.011	0.005	0.024
Si	13.598	10.864	17.6	0.002	-0.003	0.011
Si	16.329	13.606	17.711	-0.025	-0.007	0
Si	1.339	17.673	19.082	0.007	-0.018	-0.03
Si	4.061	4.069	19.082	-0.011	0.004	0.009
Si	1.41	6.787	19.113	-0.005	0.003	-0.007
Si	4.064	9.543	19.066	0.017	0.002	-0.01
Si	1.308	12.241	19.123	0.008	-0.031	-0.014
Si	4.088	14.93	18.984	-0.019	0.004	-0.048
Si	6.794	17.669	19.08	0.013	-0.004	-0.023
Si	9.492	4.044	18.966	-0.003	-0.001	-0.043
Si	6.791	6.836	19.005	0.018	0.003	-0.032
Si	9.486	9.518	19.085	0	-0.011	-0.014
Si	6.868	12.163	19.02	-0.01	0.01	-0.033
Si	9.406	14.984	18.9	-0.009	-0.041	-0.024
Si	12.351	17.703	18.971	-0.002	0.035	-0.01
Si	15.003	4.121	19.121	-0.009	0.019	-0.012
Si	12.243	6.793	19.039	0.015	-0.004	-0.005
Si	14.982	9.584	19.013	0	0.028	-0.027
Si	12.197	12.246	18.859	-0.002	-0.01	-0.036
Si	14.983	14.947	19.095	-0.003	0.022	0.005
Si	16.323	16.311	20.508	0.008	0.017	0.047
Si	2.716	19.02	20.462	-0.017	-0.023	0.046
Si	16.422	5.421	20.541	-0.003	-0.027	0.03
Si	2.685	8.246	20.473	-0.025	0.017	0.033
Si	16.218	10.952	20.542	-0.042	-0.015	0.05
Si	2.771	13.569	20.381	0.015	-0.003	0.049
Si	5.413	16.273	20.385	-0.004	-0.001	0.059
Si	8.164	19.043	20.424	0.011	0.007	0.08
Si	5.401	5.508	20.355	0.015	0.01	0.044
Si	8.16	8.113	20.466	0.004	-0.025	0.066
Si	5.547	10.79	20.408	0.016	-0.015	0.042
Si	8.164	13.596	20.36	-0.001	0.013	0.061
Si	10.827	16.361	20.106	0.001	0.025	0.007
Si	13.683	19.023	20.462	0.012	-0.021	0.023
Si	10.855	5.385	20.316	-0.002	-0.021	0.031
Si	13.648	8.177	20.316	0.015	-0.004	0.04
Si	10.839	11.007	20.297	-0.007	0.006	0.06
Si	13.552	13.5	20.276	0.029	-0.009	0.051
Si	1.689	15.17	21.695	-0.146	-0.066	-0.745
Si	3.866	17.413	21.725	0.168	0.132	-0.769
Si	17.551	3.79	21.935	0.088	0.249	-0.712
Si	4.237	7.038	21.731	-0.12	-0.153	-0.742
Si	17.394	9.382	21.828	0.206	0.15	-0.743
Si	4.352	12.351	21.629	-0.151	-0.072	-0.753
Si	6.494	14.626	21.639	0.123	0.101	-0.765
Si	9.885	17.895	21.575	-0.252	-0.011	-0.74
Si	6.961	4.362	21.644	-0.051	-0.201	-0.718
Si	9.287	6.434	21.69	0.088	0.236	-0.796
Si	6.562	9.167	21.847	0.247	0.235	-0.751
Si	9.803	12.609	21.735	-0.162	-0.198	-0.698
Si	11.952	14.775	21.319	-0.051	-0.089	-0.641
Si	15.226	17.907	21.9	-0.144	-0.183	-0.734
Si	12.025	3.865	21.636	0.201	0.079	-0.707
Si	15.245	7.106	21.68	-0.035	-0.109	-0.779
Si	12.385	9.756	21.463	0.036	-0.04	-0.701
Si	14.487	11.997	21.849	0.285	0.204	-0.714
Si	10.509	13.577	26.923	-0.045	-0.014	0.006
Si	8.513	17.46	24.146	0.019	0.019	0.074
Si	2.916	10.71	23.974	-0.067	-0.013	-0.059
Si	14.691	13.445	24.723	-0.131	-0.121	-0.07
Si	5.195	14.53	26.662	-0.053	-0.04	-0.042
Si	6.199	17.717	30.565	0.003	-0.091	0.186
Si	12.773	15.817	31.699	0.013	-0.033	0.186
Si	11.479	6.635	31.147	-0.045	0.076	0.044
Si	6.565	8.323	27.107	0.1	0.043	0.014
Si	14.026	7.269	29.449	0.053	0.086	0.014
Si	3.636	13.487	30.826	0.018	0.118	0.165
Si	6.19	14.733	29.455	0.041	0.085	0.016
Si	13.173	12.164	27.262	0.107	0.057	-0.121
Si	10.664	8.251	23.693	-0.095	-0.098	-0.09
Si	8.36	19.38	29.022	-0.006	0.106	-0.079
Si	3.803	9.106	26.218	-0.001	0.009	-0.061
Si	11.045	20.257	30.07	0.074	-0.005	-0.094
Si	11.758	16.398	26.179	0.013	-0.124	-0.053
Si	15.694	5.544	27.759	0.128	-0.007	-0.052
Si	3.585	4.741	28.469	-0.016	0.035	-0.066
Si	9.955	18.916	26.347	0.029	0.036	-0.051
Si	13.422	16.181	23.703	0.1	0.029	-0.062
Si	10.684	5.25	27.228	-0.035	-0.022	-0.033
Si	13.804	5.262	23.779	-0.026	0.017	-0.119
Si	10.669	13.548	31.704	0.02	0.029	0.156
Si	17.389	4.63	29.95	-0.005	0.12	0.106
Si	15.25	19.703	25.475	-0.015	-0.065	-0.003
Si	7.555	5.491	27.51	0.006	-0.111	-0.046
Si	15.976	19.045	31.838	-0.013	-0.018	0.061
Si	2.916	5.398	24.134	-0.027	-0.114	-0.092
Si	2.029	6.78	26.74	0.004	-0.114	-0.055
Si	8.84	12.365	24.738	0.109	0.046	-0.263
Si	4.876	10.965	31.616	0.175	-0.057	0.18
Si	13.903	9.413	27.48	0.073	0.044	-0.082
Si	2.425	15.534	26.835	-0.013	0.013	-0.063
Si	4.962	20.274	30.954	-0.1	0.058	0.148
Si	7.24	15.022	24.608	0.016	-0.056	-0.156
Si	12.647	7.158	25.867	0.019	0.037	-0.004
Si	14.169	17.612	27.158	0.026	-0.032	-0.044
Si	7.175	10.153	29.555	-0.003	0.024	0.153
Si	3.522	11.986	26.543	-0.05	-0.018	-0.208
Si	15.484	11.399	28.823	0.002	-0.172	-0.02
Si	8.667	13.006	29.402	-0.008	-0.011	-0.024
Si	17.96	13.403	28.63	-0.086	-0.01	0.007
Si	5.192	4.111	26.016	-0.014	0.137	-0.019
Si	8.901	7.936	31.092	-0.109	0.036	0.18
Si	16.308	10.076	31.596	0.01	0.069	0.169
Si	5.801	18.783	23.72	-0.053	0.077	-0.062
Si	8.007	9.579	24.658	-0.11	-0.098	-0.133
Si	17.233	14.746	24.591	-0.001	0.016	-0.094
Si	7.607	5.297	31.984	0.03	0.077	0.052
Si	16.811	17.333	25.968	-0.013	0.011	-0.074
Si	13.479	18.23	30.05	-0.11	-0.005	0.099
Si	16.742	7.288	31.143	0.112	-0.035	0.039
Si	1.381	14.946	5.407	0.016	-0.005	-0.006
Si	4.081	1.314	5.455	0.007	0.001	0.013
Si	1.33	4.108	5.473	-0.002	-0.016	0.008
Si	4.063	6.858	5.442	-0.002	0.004	0.002
Si	1.351	9.536	5.386	-0.02	0.003	0.003
Si	4.051	12.208	5.429	0.011	-0.007	0.01
Si	6.78	14.955	5.474	0.013	0.007	0.002
Si	9.542	1.359	5.494	0.003	-0.008	0.013
Si	6.842	4.076	5.475	0.001	-0.005	0.009
Si	9.496	6.804	5.463	0.005	-0.006	0.007
Si	6.775	9.513	5.393	-0.006	0.012	0.004
Si	9.52	12.233	5.432	-0.006	0.004	0.008
Si	12.267	14.943	5.424	0.002	0.013	0.008
Si	14.957	1.361	5.487	0.014	-0.008	0.012
Si	12.246	4.127	5.467	0	0.006	0.014
Si	14.959	6.804	5.44	-0.008	0.009	0.013
Si	12.252	9.544	5.46	-0.008	-0.013	0.001
Si	14.992	12.201	5.387	-0.005	-0.014	-0.004
Si	2.727	16.281	6.81	0.009	0	0.003
Si	5.443	2.709	6.794	0.002	-0.008	0.002
Si	2.721	5.465	6.799	0.003	0.004	0.002
Si	5.43	8.19	6.806	-0.014	0.001	-0.006
Si	2.696	10.868	6.793	0.007	0.003	0.001
Si	5.42	13.571	6.798	-0.004	0	-0.002
Si	8.152	16.321	6.822	-0.01	0.004	0.003
Si	10.905	2.733	6.825	0.006	-0.002	-0.001
Si	8.17	5.441	6.843	-0.005	-0.001	0.004
Si	10.882	8.166	6.799	0.004	0.006	0.001
Si	8.146	10.867	6.772	0.005	-0.004	-0.001
Si	10.887	13.598	6.788	0.001	0.002	-0.01
Si	13.592	16.31	6.816	-0.011	0.003	0.003
Si	16.318	2.726	6.833	-0.007	-0.001	0.003
Si	13.603	5.469	6.828	-0.006	-0.008	0
Si	16.326	8.176	6.775	-0.004	0.002	-0.001
Si	13.626	10.891	6.8	-0.005	-0.004	0.004
Si	16.326	13.587	6.761	-0.005	0.008	-0.006
Si	1.373	1.35	8.159	0.005	0.008	-0.006
Si	4.081	4.083	8.145	0.004	0	-0.002
Si	1.359	6.819	8.155	-0.001	0.004	-0.008
Si	4.068	9.534	8.166	0.01	0.009	0.005
Si	1.349	12.238	8.15	0.003	-0.01	-0.007
Si	4.08	14.933	8.173	-0.004	-0.001	0
Si	6.797	1.364	8.174	0.003	-0.003	-0.006
Si	9.537	4.084	8.188	0.013	0.014	-0.004
Si	6.784	6.808	8.164	-0.007	-0.017	-0.003
Si	9.51	9.521	8.149	0	-0.007	-0.013
Si	6.798	12.225	8.15	-0.009	0.001	-0.003
Si	9.523	14.953	8.159	0.001	0.004	0.002
Si	12.244	1.355	8.179	-0.011	-0.009	0.003
Si	14.951	4.086	8.179	-0.015	-0.005	-0.006
Si	12.238	6.821	8.177	0.005	-0.006	0
Si	14.968	9.519	8.157	-0.002	-0.001	0.003
Si	12.252	12.248	8.153	0.008	0.008	-0.004
Si	14.972	14.946	8.144	-0.005	0.01	-0.008
Si	16.322	16.314	9.511	-0.003	-0.011	-0.003
Si	2.727	2.721	9.513	0.01	-0.004	0.004
Si	16.323	5.453	9.519	-0.002	-0.002	-0.003
Si	2.717	8.165	9.525	0.008	-0.003	0.004
Si	16.32	10.88	9.52	-0.007	0.007	-0.006
Si	2.708	13.587	9.523	0.007	-0.001	0
Si	5.437	16.313	9.52	0.005	0.003	-0.002
Si	8.161	2.722	9.531	-0.005	-0.002	-0.007
Si	5.433	5.439	9.52	-0.004	0.004	0.004
Si	8.155	8.163	9.518	0.005	0.003	-0.007
Si	5.434	10.883	9.522	-0.007	0.004	0.003
Si	8.157	13.592	9.511	0.006	-0.003	-0.006
Si	10.873	16.318	9.528	-0.002	0.011	-0.001
Si	13.602	2.719	9.535	-0.005	-0.003	0.003
Si	10.891	5.45	9.536	0.01	-0.007	-0.003
Si	13.606	8.172	9.528	-0.007	-0.002	0.002
Si	10.881	10.883	9.505	0	-0.005	-0.003
Si	13.608	13.602	9.519	-0.007	0.009	-0.001
Si	1.353	14.955	10.877	0.006	0.011	-0.001
Si	4.082	17.68	10.876	0.005	-0.008	0.004
Si	1.363	4.084	10.872	-0.001	0.001	0.001
Si	4.073	6.797	10.881	-0.001	-0.006	0.004
Si	1.357	9.522	10.885	-0.001	0.009	-0.002
Si	4.072	12.236	10.882	0.008	0.005	0.006
Si	6.8	14.956	10.875	-0.003	0	0.002
Si	9.517	17.68	10.89	0.003	-0.005	0.006
Si	6.797	4.083	10.883	0.011	-0.001	0.002
Si	9.518	6.806	10.881	0	-0.009	-0.002
Si	6.792	9.516	10.877	-0.005	-0.002	-0.004
Si	9.519	12.236	10.872	0.005	0.008	-0.002
Si	12.245	14.962	10.878	0.001	0.003	0.001
Si	14.971	17.679	10.88	-0.01	0.003	0.002
Si	12.245	4.082	10.89	-0.009	0.002	-0.002
Si	14.964	6.806	10.886	-0.011	0	0.001
Si	12.24	9.53	10.877	0.005	-0.001	0.002
Si	14.963	12.239	10.882	0.001	-0.012	0.003
Si	2.712	16.323	12.228	0.003	-0.001	0.003
Si	5.438	2.718	12.242	-0.001	0	0.005
Si	2.713	5.441	12.243	0.004	-0.001	0.001
Si	5.436	8.154	12.24	0.006	0.001	0.002
Si	2.718	10.877	12.245	0.007	-0.006	0.003
Si	5.428	13.604	12.232	0	0.001	0
Si	8.155	16.316	12.242	0	-0.001	0.006
Si	10.877	2.73	12.246	0.014	0.005	-0.001
Si	8.159	5.443	12.239	-0.002	0.004	0.005
Si	10.883	8.163	12.235	0.002	0.004	-0.004
Si	8.151	10.879	12.231	0.002	-0.008	0.005
Si	10.883	13.595	12.231	-0.003	0.003	-0.001
Si	13.604	16.325	12.236	-0.007	0	-0.001
Si	16.33	2.724	12.24	0.004	-0.005	0.009
Si	13.611	5.437	12.243	-0.008	-0.013	0
Si	16.32	8.165	12.251	-0.001	-0.005	0.003
Si	13.606	10.878	12.242	-0.008	0.013	0.003
Si	16.322	13.597	12.246	-0.007	0.007	0.003
Si	1.371	17.686	13.601	0.006	-0.006	0.002
Si	4.071	4.078	13.6	0.002	0	0.005
Si	1.357	6.801	13.61	-0.004	-0.001	0.006
Si	4.074	9.51	13.599	0.004	-0.001	-0.001
Si	1.362	12.235	13.608	0.012	-0.001	0.006
Si	4.06	14.961	13.588	0.004	0.015	-0.006
Si	6.794	17.676	13.605	0.006	-0.004	0.017
Si	9.519	4.093	13.608	-0.006	-0.007	0.003
Si	6.795	6.792	13.601	0.007	-0.007	0.001
Si	9.51	9.516	13.586	0	0.001	0.008
Si	6.779	12.236	13.585	-0.012	0.016	0.003
Si	9.522	14.954	13.59	0.015	-0.011	0
Si	12.248	17.694	13.592	-0.012	0.005	-0.006
Si	14.974	4.083	13.607	-0.007	0.006	0.008
Si	12.248	6.799	13.59	0.003	0.001	-0.004
Si	14.962	9.522	13.616	-0.007	-0.003	0.002
Si	12.247	12.24	13.592	0.003	-0.006	-0.003
Si	14.966	14.97	13.596	-0.009	0.006	0.004
Si	16.333	16.325	14.957	-0.004	0.007	-0.001
Si	2.719	2.728	14.977	0.003	0	0.001
Si	16.323	5.445	14.981	0.006	-0.001	0.008
Si	2.721	8.156	14.97	0.016	-0.005	0.002
Si	16.332	10.876	14.978	-0.006	-0.001	0.003
Si	2.719	13.6	14.967	0.003	0.008	0.001
Si	5.405	16.322	14.949	-0.007	-0.011	-0.002
Si	8.155	2.728	14.96	0.001	-0.001	0.009
Si	5.431	5.432	14.959	-0.002	0	-0.002
Si	8.153	8.156	14.953	0	0.002	0.001
Si	5.418	10.881	14.955	0.006	-0.001	-0.003
Si	8.145	13.592	14.934	0.008	0.006	-0.005
Si	10.882	16.332	14.934	0.008	-0.002	-0.012
Si	13.616	2.72	14.962	-0.011	-0.011	0
Si	10.889	5.458	14.962	0.008	0.002	-0.001
Si	13.608	8.139	14.964	-0.01	-0.003	-0.001
Si	10.883	10.868	14.933	0.009	0.006	-0.001
Si	13.608	13.607	14.946	0	0.004	-0.002
O	3.797	11.548	22.924	0.289	-0.262	0.223
O	14.758	12.627	23.326	0.01	-0.142	0.292
O	16.648	16.256	24.764	-0.295	0.143	-0.264
O	7.805	13.571	24.945	-0.414	-0.19	0.449
O	4.753	13.011	26.289	0.207	-0.276	-0.111
O	1.627	10.107	23.196	-0.222	0.273	0.111
O	12.854	10.579	27.075	-0.574	-0.316	-0.269
O	12.56	4.633	22.974	-0.086	0.245	0.322
O	7.124	15.196	23.013	0.513	0.236	0.035
O	8.121	5.389	22.176	-0.143	-0.188	0.289
O	18.505	5.301	33.457	-0.031	0.08	-0.389
O	5.59	19.035	25.3	0.09	-0.593	0.313
O	7.814	15.997	33.411	0.171	0.074	-0.272
O	13.102	10.654	33.46	-0.054	0.096	-0.403
O	17.115	11.199	32.468	0.546	0.115	-0.077
O	4.017	10.511	26.993	0.115	0.164	0.451
O	3.507	6.442	23.055	-0.274	0.151	0.253
O	4.978	18.767	30.335	-0.352	-0.082	-0.285
O	12.799	15.706	22.32	0.024	0.038	0.01
O	15.27	19.942	32.954	0.305	0.19	-0.171
O	15.346	7.325	30.354	0.056	-0.113	0.254
O	8.282	16.17	25.092	0.417	0.052	0.582
O	5.105	7.811	33.559	0.153	-0.147	-0.249
O	17.703	6.16	30.455	0.435	0.024	-0.079
O	11.437	9.055	22.555	-0.071	0.109	0.096
O	11.192	4.7	28.657	0.161	-0.025	0.075
O	10.441	18.808	33.403	0.134	0.171	-0.299
O	12.183	16.645	24.631	-0.408	0.068	-0.342
O	10.16	12.703	25.602	0.438	-0.184	-0.039
O	9.072	8.474	32.615	0.114	-0.137	-0.022
O	14.135	12.275	28.57	-0.112	0.562	0.543
O	12.084	16.866	32.712	0.098	-0.028	-0.065
O	10.935	17.687	26.66	0.273	0.164	0.233
O	14.343	6.327	28.164	-0.258	-0.245	-0.264
O	16.31	8.221	22.26	-0.034	-0.16	0.331
O	10.796	20.299	26.216	0.345	-0.111	-0.4
O	5.741	11.95	32.598	-0.089	0.541	-0.383
O	15.692	17.072	27.118	0.107	-0.252	0.474
O	4.511	18.054	23.082	-0.188	0.085	0.527
O	16.665	17.746	32.49	0.128	-0.133	-0.456
O	8.754	20.608	32.502	0.218	-0.005	-0.509
O	10.374	7.618	30.489	0.117	0.19	-0.613
O	10.96	19.024	22.086	0.203	0.141	0.341
O	7.019	5.996	33.281	0.275	-0.207	0.056
O	18.502	16.082	33.319	0.07	0.206	-0.233
O	5.041	8.156	26.592	-0.148	-0.367	-0.22
O	16.62	18.83	25.389	0.574	0.28	-0.329
O	4.057	20.252	32.301	-0.064	-0.012	-0.15
O	9.467	17.067	22.911	0.097	-0.664	0.224
O	15.14	9.402	32.518	0.07	-0.229	-0.474
O	1.995	6.131	25.249	-0.321	-0.063	-0.16
O	2.216	13.748	30.101	-0.372	0.14	0.43
O	11.036	5.081	31.205	-0.292	-0.336	0.524
O	6.467	20.712	31.314	0.283	-0.141	-0.325
O	7.1	17.876	23.5	-0.107	-0.027	-0.17
O	2.432	8.344	26.634	-0.212	0.423	0.363
O	2.599	11.729	25.21	-0.283	0.114	0.043
O	9.217	12.116	23.176	-0.29	-0.298	0.124
O	11.667	7.117	32.674	-0.029	0.559	-0.159
O	16.055	4.657	29.057	-0.545	-0.451	0.126
O	1.992	4.338	23.296	-0.157	0.013	0.172
O	16.512	6.829	32.678	-0.257	-0.103	-0.135
O	10.007	6.918	23.068	0.207	-0.294	0.491
O	3.724	11.885	30.986	-0.433	-0.187	-0.387
O	14.485	17.345	23.269	-0.221	0.286	0.371
O	13.155	16.365	26.999	0.291	-0.371	0.222
O	7.126	9.647	23.298	0.013	0.152	0.148
O	9.277	13.494	27.973	-0.428	0.185	0.017
O	5.815	15.205	25.333	-0.283	0.313	-0.261
O	4.898	13.894	29.915	-0.099	-0.318	-0.039
O	13.439	10.783	22.179	0.158	0.057	0.257
O	6.106	3.851	22.94	-0.167	0.479	0.112
O	14.825	18.617	30.824	-0.057	-0.164	-0.275
O	14.494	6.456	22.959	-0.072	0.097	0.263
O	1.947	17.068	26.629	0.324	0.499	0.404
O	10.917	13.762	22.099	-0.109	0.203	0.192
O	8.885	18.953	27.556	-0.193	-0.203	0.118
O	14.061	15.158	32.436	0.185	0.135	-0.465
O	5.409	13.496	22.134	-0.114	0.046	0.471
O	15.354	10.173	27.715	0.496	-0.267	-0.197
O	7.584	14.085	29.965	0.241	0.09	0.275
O	12.845	6.677	30.328	0.08	-0.21	-0.018
O	8.13	6.501	31.04	-0.298	-0.255	-0.371
O	8.166	9.067	30.23	0.053	0.024	-0.288
O	11.828	12.956	27.603	0.044	0.013	0.384
O	17.141	19.931	31.164	0.241	-0.09	0.052
O	7.704	10.537	33.467	0.049	0	-0.25
O	4.449	4.993	29.818	0.14	0.65	-0.051
O	5.949	16.222	30.028	-0.222	-0.068	0.028
O	13.231	5.203	33.539	-0.04	-0.064	-0.437
O	16.672	12.456	28.642	0.075	0.207	-0.075
O	13.158	16.679	30.391	-0.006	-0.459	-0.663
O	6.292	14.615	27.842	0.343	-0.022	-0.213
O	14.865	4.075	24.073	0.224	-0.335	-0.251
O	9.604	14.261	32.674	-0.179	0.08	-0.301
O	11.62	6.532	26.95	0.004	0.226	0.448
O	17.429	14.423	23.028	-0.241	-0.422	-0.153
O	9.9	12.933	30.44	0.368	-0.295	-0.022
O	9.51	9.165	24.298	0.264	0.437	-0.073
O	4.06	9.831	32.444	-0.468	-0.008	-0.444
O	8.081	11.058	25.29	-0.533	-0.058	0.597
O	6.57	4.929	26.328	0.283	-0.071	-0.443
O	4.176	4.802	24.956	0.272	-0.146	-0.056
O	17.281	8.831	31.156	0.612	0.07	-0.399
O	16.438	18.95	22.315	0.071	-0.061	0.469
O	3.149	6.089	27.692	0.27	0.305	0.044
O	4.417	20.16	27.414	0.018	-0.518	0.186
O	10.876	15.083	26.455	-0.369	0.066	0.047
O	13.351	5.887	25.182	-0.028	-0.202	0.441
O	7.445	8.564	25.771	0.031	-0.332	0.052
O	2.76	16.303	22.216	-0.042	0.024	0.503
O	3.969	15.427	27.233	0.023	0.234	0.497
O	7.534	4.447	28.761	-0.477	-0.082	0.4
O	14.096	14.917	24.436	0.238	0.01	0.404
O	9.143	18.681	24.976	-0.072	0.485	-0.329
O	2.238	20.349	29.011	0.052	-0.381	-0.058
O	15.629	10.761	30.3	-0.384	0.258	-0.067
O	13.752	8.242	26.37	0.234	-0.176	-0.027
O	7.955	11.552	29.308	0.188	0.022	-0.314
O	16.216	13.658	25.217	0.171	-0.336	0.315
O	5.401	8.078	22.217	-0.133	0.102	0.454
O	6.386	17.714	32.182	-0.042	0.173	-0.221
O	12.233	19.207	30.385	-0.194	0.07	0.022
O	5.87	10.353	30.5	-0.17	-0.189	-0.113
O	7.45	18.259	29.709	0.151	-0.227	-0.302
O	11.382	12.339	32.495	-0.004	-0.34	-0.447
O	17.743	14.836	27.903	-0.357	0.39	0.416
O	14.058	18.703	25.95	-0.588	0.107	-0.001
O	11.74	7.925	24.806	0.278	0.056	-0.088
O	15.471	4.564	26.53	-0.117	0.21	0.02
O	13.57	8.722	28.91	-0.347	0.094	0.593
O	3.724	14.283	32.231	0.353	0.099	-0.164
O	13.854	12.716	25.89	0.11	0.114	-0.095
O	9.121	5.692	27.131	-0.032	0.491	-0.03
O	9.615	19.52	30.026	0.002	-0.491	0.503
O	3.739	9.464	24.625	0.493	-0.173	-0.366
O	6.712	9.56	28.127	-0.127	0.326	-0.228
O	2.728	12.592	27.782	0.07	-0.064	0.105
O	13.808	18.399	28.495	-0.193	0.644	0.032
O	16.882	6.596	27.4	-0.295	0.512	0.276
O	2.295	14.715	25.426	0.36	-0.319	-0.121
O	6.998	6.965	27.873	-0.04	0.042	0.449
O	15.77	13.332	33.295	-0.003	0.048	-0.364
O	11.764	14.645	31.253	0.074	0.104	-0.639

Results
total energy: -101655.454 eV
total energy less fixed offsets of O -438.35, Si -107.03 eV per atom: -2.254 eV
